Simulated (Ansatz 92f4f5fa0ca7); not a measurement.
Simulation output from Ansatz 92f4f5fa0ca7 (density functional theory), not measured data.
Periodic cell of 276 atoms, Si168O108, from a study of silicon, its oxide and their interface. The atomic structure is a simulated model.
Doubt: the cutoff is low for norm-conserving oxygen, so forces and energies are approximate.
Doubt: the program's own warning below bears on the result.

Settings: functional HSE06; potential files SPMS norm-conserving; basis plane waves; wave-function cutoff 800 eV; density cutoff ratio 4; exchange-correlation grid ratio 1; k mesh 1 x 1 x 1, Gamma-centred; occupations fixed; spin none; net charge 0.

Cell vectors (angstrom)
a	11.6015	0	0
b	0	13.3963	0
c	0	0	30.9508

Atoms: element, x, y, z (angstrom)
Si	0.0645	-0.1588	24.2513
Si	3.8761	-0.0396	24.1534
Si	7.7417	0.0519	24.1026
Si	1.8988	3.4212	24.0822
Si	5.9767	3.4374	24.2106
Si	9.595	3.3352	24.2725
Si	0.0901	6.5139	24.2617
Si	3.9042	6.7827	24.3993
Si	7.7108	6.7713	24.1656
Si	2.0117	10.0401	24.5221
Si	5.8578	9.9855	24.2515
Si	9.6918	10.0527	24.2927
Si	0.0111	2.1804	24.8385
Si	3.9158	2.2753	24.734
Si	7.7408	2.1873	25.1433
Si	2.0136	5.5453	25.1467
Si	5.8406	5.6253	25.0616
Si	9.6457	5.5902	24.9809
Si	0.0236	8.8364	24.9586
Si	3.9508	8.9571	25.2387
Si	7.7813	8.9333	25.0911
Si	1.9963	12.2996	25.1778
Si	5.8373	12.2694	24.9122
Si	9.6477	12.2996	25.0103
Si	0.0076	2.2131	27.2807
Si	3.8865	2.2424	27.2266
Si	7.7389	2.2006	27.4748
Si	1.9735	5.5518	27.4763
Si	5.8273	5.5777	27.422
Si	9.6755	5.5829	27.3679
Si	0.0118	8.8903	27.3527
Si	3.9111	8.9352	27.5477
Si	7.7629	8.9192	27.4417
Si	1.959	12.2979	27.4995
Si	5.8267	12.2759	27.3264
Si	9.6639	12.2811	27.3879
Si	1.9556	1.1607	28.1581
Si	5.776	1.1037	28.1626
Si	9.6994	1.1076	28.1879
Si	0.0036	4.4351	28.162
Si	3.9061	4.4255	28.1869
Si	7.7576	4.459	28.1918
Si	1.9409	7.8038	28.2039
Si	5.8415	7.7957	28.228
Si	9.6939	7.7988	28.1983
Si	0.0002	11.1379	28.17
Si	3.9077	11.1865	28.2156
Si	7.7367	11.1651	28.1857
Si	1.9336	1.1164	30.5559
Si	5.8008	1.1164	30.5559
Si	9.6679	1.1164	30.5559
Si	0	4.4654	30.5559
Si	3.8672	4.4654	30.5559
Si	7.7343	4.4654	30.5559
Si	1.9336	7.8145	30.5559
Si	5.8008	7.8145	30.5559
Si	9.6679	7.8145	30.5559
Si	0	11.1635	30.5559
Si	3.8672	11.1635	30.5559
Si	7.7343	11.1635	30.5559
Si	0	0	0.3944
Si	3.8672	0	0.3944
Si	7.7343	0	0.3944
Si	1.9336	3.3491	0.3944
Si	5.8008	3.3491	0.3944
Si	9.6679	3.3491	0.3944
Si	0	6.6981	0.3944
Si	3.8672	6.6981	0.3944
Si	7.7343	6.6981	0.3944
Si	1.9336	10.0472	0.3944
Si	5.8008	10.0472	0.3944
Si	9.6679	10.0472	0.3944
Si	-0.0089	0.0023	2.7518
Si	3.8819	0.0073	2.7625
Si	7.7135	-0.0074	2.7595
Si	1.9263	3.3606	2.763
Si	5.7873	3.3793	2.7452
Si	9.6801	3.3765	2.7504
Si	-0.0253	6.6705	2.7717
Si	3.8253	6.7011	2.7449
Si	7.723	6.7112	2.782
Si	1.9042	10.0624	2.7575
Si	5.7647	10.0404	2.7731
Si	9.6034	10.0549	2.7689
Si	-0.0042	2.2281	3.5381
Si	3.8657	2.2476	3.529
Si	7.7363	2.2557	3.4377
Si	1.9218	5.5804	3.5945
Si	5.7599	5.62	3.529
Si	9.6384	5.5844	3.6312
Si	-0.0526	8.9255	3.4669
Si	3.8175	8.9188	3.5489
Si	7.6731	8.9328	3.6225
Si	1.9369	12.3084	3.5229
Si	5.7945	12.2579	3.6058
Si	9.6533	12.2939	3.5594
Si	-0.0138	2.2018	5.9046
Si	3.8749	2.2431	5.8883
Si	7.7211	2.2724	5.7518
Si	1.9249	5.5673	5.985
Si	5.7132	5.6389	5.8895
Si	9.6151	5.5553	6.0443
Si	-0.1307	8.9273	5.7966
Si	3.7293	8.8862	5.9211
Si	7.601	8.9198	6.0322
Si	1.9247	12.3211	5.8759
Si	5.7903	12.2263	6.0104
Si	9.6402	12.309	5.9403
Si	1.9585	1.151	6.7072
Si	5.8561	1.1287	6.5579
Si	9.5881	1.1814	6.6643
Si	0.0041	4.4109	6.6965
Si	3.8867	4.4338	6.7789
Si	7.5756	4.4571	6.6398
Si	1.7266	7.8222	6.6948
Si	5.6196	7.8143	6.8427
Si	9.5747	7.8336	6.7209
Si	0.0058	11.1494	6.5661
Si	3.7813	11.1071	6.6626
Si	7.7721	11.1505	6.8202
O	4.0775	4.2992	8.4438
O	5.4068	7.7515	8.5101
O	9.3654	1.4003	8.3131
O	9.6751	7.992	8.3815
O	2.0702	1.2434	8.3679
O	6.1881	1.2824	8.1818
O	1.3798	7.9081	8.3316
O	0.1916	10.9868	8.2061
O	3.5894	10.9244	8.3191
O	0.2299	4.2568	8.3442
O	7.1536	4.3916	8.2628
O	7.982	11.1858	8.4809
O	6.5095	3.66	22.6277
O	2.2564	10.0783	22.8879
O	7.7453	0.1909	22.4217
O	11.9439	6.0015	22.6886
O	7.492	6.9058	22.4966
O	0.2445	12.7208	22.6834
O	9.5872	10.0859	22.6395
O	3.9841	7.0997	22.7761
O	5.9416	9.7073	22.61
O	9.2415	3.4021	22.6353
O	1.6452	3.7085	22.4281
O	3.7472	-0.2192	22.4982
Si	7.7023	10.5808	16.7247
Si	4.4714	11.2001	9.6608
Si	9.3453	10.5423	21.0978
Si	1.9469	7.3395	9.7478
Si	2.6613	1.5853	9.8467
Si	8.3241	6.5552	21.1246
Si	10.7844	8.0618	20.6563
Si	2.1419	12.3915	11.3297
Si	9.6959	6.0966	13.9628
Si	9.996	1.4387	16.2899
Si	5.6401	0.5973	9.5372
Si	1.6458	9.5707	21.4886
Si	10.9629	4.0524	9.7017
Si	7.8887	3.6028	21.7265
Si	4.8802	6.082	12.1308
Si	7.2619	0.7797	20.9546
Si	10.1924	1.1178	9.6931
Si	10.9182	4.4858	16.3992
Si	7.9342	4.9342	9.5744
Si	2.1654	5.1153	16.7775
Si	1.2027	13.589	16.41
Si	7.6262	1.5502	14.1019
Si	11.3871	11.6886	9.602
Si	7.3966	4.4089	12.5526
Si	7.8678	-0.006	11.4724
Si	11.7991	12.2575	21.1297
Si	11.2462	6.5396	11.4862
Si	5.1211	7.9277	19.1141
Si	3.2387	7.0849	14.7241
Si	2.2737	-1.9276	14.2929
Si	4.8164	11.3364	15.8089
Si	1.0224	8.8764	15.3096
Si	3.4564	7.1268	21.2499
Si	4.4883	12.9818	21.0556
Si	2.023	0.2657	19.2739
Si	3.4537	9.0287	16.8777
Si	3.0053	2.2867	17.4077
Si	8.0428	13.4146	18.1091
Si	12.7664	5.0669	21.6326
Si	8.454	10.7758	9.9924
Si	6.1787	10.2616	21.0948
Si	9.464	8.3893	15.7871
Si	5.594	14.2994	16.4071
Si	4.8929	8.2624	9.9826
Si	-3.8595	7.9712	18.2384
Si	3.262	4.5403	9.8442
Si	0.2433	5.8039	18.9092
Si	8.8891	7.7831	9.7971
O	9.2985	0.9472	17.6759
O	9.2608	0.6488	10.9355
O	0.8679	4.6252	15.9177
O	2.0509	12.2788	12.9241
O	6.0554	5.2657	12.918
O	0.3211	4.8198	20.24
O	9.99	5.1847	15.2727
O	4.7958	12.9222	16.1096
O	2.4511	3.1645	10.228
O	1.9982	1.6199	16.301
O	7.7289	0.2804	13.0689
O	5.4547	7.3286	11.2126
O	3.3557	-0.4339	19.8935
O	2.4401	5.8925	21.0735
O	1.261	10.1817	14.3501
O	4.2535	1.3117	9.9297
O	3.7961	8.2552	18.2444
O	5.2591	11.5728	20.9308
O	-0.1581	5.0107	10.9229
O	1.6972	7.6084	14.5156
O	9.9445	9.3609	20.1305
O	7.489	2.9616	13.2886
O	6.2277	7.3666	18.0343
O	7.8044	6.5657	9.6575
O	7.4037	4.2066	10.9277
O	10.5328	2.9339	16.5435
O	8.8053	9.8817	15.7377
O	8.0395	7.4055	19.7531
O	10.9815	2.4777	10.1446
O	6.2965	1.423	15.0336
O	3.8897	6.6745	13.2924
O	9.8513	7.008	21.4819
O	11.0524	6.4168	13.1
O	0.9181	7.446	11.009
O	8.1483	9.1798	10.2384
O	8.9048	7.5967	17.1402
O	1.1529	10.9518	20.745
O	6.6774	0.7045	17.5841
O	4.5367	1.9595	17.0039
O	-0.5157	8.5625	15.7186
O	2.7914	8.591	20.8468
O	6.6592	0.8172	10.7655
O	5.6968	9.1931	19.9769
O	7.781	11.7873	11.1058
O	1.8421	-0.9136	15.4546
O	8.0963	4.9629	20.8379
O	9.935	7.3241	10.939
O	4.0524	8.2745	15.527
O	10.0575	10.9736	10.1774
O	11.1991	13.2886	9.3438
O	4.1632	4.9983	11.1278
O	0.3359	8.6122	21.6745
O	3.2039	5.8274	15.7603
O	11.2473	0.4335	15.9943
O	10.2352	11.8843	20.7766
O	7.53	9.5882	18.0134
O	2.2593	5.7661	9.519
O	2.9542	3.8844	17.4394
O	11.4203	7.3095	19.368
O	8.2303	11.9763	17.3642
O	1.4469	-0.4174	17.9091
O	5.505	12.3899	9.2613
O	6.3745	10.8234	15.7844
O	8.6804	5.2999	12.9849
O	7.9247	13.3168	19.7304
O	3.875	11.086	14.4762
O	8.9611	1.4697	15.0319
O	2.5052	1.7825	18.8896
O	3.5639	11.7519	10.8787
O	5.6232	0.7509	20.8707
O	10.7419	5.1704	17.878
O	4.691	6.8267	20.2301
O	9.0285	7.4959	14.4895
O	4.0967	10.5176	17.0204
O	0.9651	11.4825	10.6834
O	3.27	8.1921	10.1183
O	7.754	2.3205	20.7382
O	9.475	4.5353	9.3005
O	0.7718	0.1527	20.3145
O	1.6268	6.0012	18.0472
O	5.271	9.8529	10.1322
O	7.7455	10.6752	20.8609
O	1.9798	0.5736	10.9298
O	1.8309	9.108	16.7179

Results
free energy: -67413.096 eV
free energy less fixed offsets of O -447.96, Si -113.29 eV per atom: -0.696 eV
gap between the highest filled and lowest empty level on this k mesh: 1.429 eV

The program warned: the cutoff lies below the one the program advises for these potential files; the model core charge is not resolved on the grid; the forces do not sum to zero within the program's tolerance; the exchange-correlation potential is rough where the density is thin.
